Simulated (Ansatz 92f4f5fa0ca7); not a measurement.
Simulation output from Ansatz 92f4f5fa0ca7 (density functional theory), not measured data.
Periodic cell of 360 atoms, Si240O120, from a study of silicon, its oxide and their interface. The atomic structure is a simulated model.
Doubt: the cutoff is far below the 930 eV that the study's wrapper takes by default for these files, so forces and energies are approximate.

Settings
functional: PBE
potential files: Ansatz PAW
basis: plane waves
wave-function cutoff: 580 eV
density cutoff ratio: 5
exchange-correlation grid ratio: 1
k mesh: 1 x 1 x 1, Gamma-centred
self-consistency stop: 5e-08 eV per atom in the density residual
occupations: fixed
spin: none
net charge: 0

Cell vectors (angstrom)
a, 11.6015, 0, 0
b, 0, 13.3963, 0
c, 0, 0, 41.2551

Atoms and the computed forces on them: element, x, y, z (angstrom), force x, y, z (eV/angstrom)
Si, 0, 2.2327, 1.1851, 0.0016, -0.027, 0.0445
Si, 3.8672, 2.2327, 1.1851, 0.0105, -0.0355, 0.0083
Si, 7.7343, 2.2327, 1.1851, 0.0212, -0.023, 0.0089
Si, 1.9336, 5.5818, 1.1851, -0.0229, -0.0781, -0.0136
Si, 5.8008, 5.5818, 1.1851, 0.0138, -0.0445, -0.038
Si, 9.6679, 5.5818, 1.1851, 0.0198, -0.0396, -0.0689
Si, 0, 8.9308, 1.1851, -0.0004, 0.0383, 0.0218
Si, 3.8672, 8.9308, 1.1851, 0.0154, 0.0273, 0.0377
Si, 7.7343, 8.9308, 1.1851, 0.006, 0.0237, 0.0044
Si, 1.9336, 12.2799, 1.1851, -0.022, 0.0063, -0.0301
Si, 5.8008, 12.2799, 1.1851, 0.0043, 0.028, 0.0168
Si, 9.6679, 12.2799, 1.1851, 0.0149, 0.0043, 0.0668
Si, 1.9336, 1.1164, 1.9745, -0.0166, -0.0406, -0.0076
Si, 5.8008, 1.1164, 1.9745, -0.0637, -0.0119, 0.0057
Si, 9.6679, 1.1164, 1.9745, -0.0532, 0.0281, 0.0019
Si, 0, 4.4654, 1.9745, 0.0037, 0.2303, 0.0158
Si, 3.8672, 4.4654, 1.9745, 0.0342, 0.1313, -0.013
Si, 7.7343, 4.4654, 1.9745, -0.0241, 0.1519, 0.003
Si, 1.9336, 7.8145, 1.9745, -0.0282, 0.0521, -0.0316
Si, 5.8008, 7.8145, 1.9745, 0.0192, 0.0565, -0.0094
Si, 9.6679, 7.8145, 1.9745, -0.0075, -0.0867, -0.0227
Si, 0, 11.1635, 1.9745, 0.0989, -0.0731, 0.0118
Si, 3.8672, 11.1635, 1.9745, -0.0454, -0.0231, -0.0009
Si, 7.7343, 11.1635, 1.9745, -0.0617, -0.0951, -0.0205
Si, 1.9336, 1.1164, 4.3426, -0.0413, -0.0847, -0.246
Si, 5.8008, 1.1164, 4.3426, -0.1684, -0.0055, -0.1494
Si, 9.6679, 1.1164, 4.3426, -0.0882, 0.0525, -0.0979
Si, 0, 4.4654, 4.3426, -0.0147, 0.4824, -0.2533
Si, 3.8672, 4.4654, 4.3426, 0.0455, 0.3286, -0.1156
Si, 7.7343, 4.4654, 4.3426, -0.1039, 0.3687, -0.3459
Si, 1.9336, 7.8145, 4.3426, -0.0418, 0.2223, 0.6985
Si, 5.8008, 7.8145, 4.3426, 0.0125, 0.1464, 0.3897
Si, 9.6679, 7.8145, 4.3426, -0.0071, -0.1213, 0.2027
Si, 0, 11.1635, 4.3426, 0.2098, -0.1266, 0.0046
Si, 3.8672, 11.1635, 4.3426, -0.1375, -0.0443, 0.3477
Si, 7.7343, 11.1635, 4.3426, -0.1725, -0.1377, 0.2059
Si, 0, 0, 36.9145, 0.0124, 0.0771, -0.18
Si, 3.8672, 0, 36.9145, -0.0467, -0.2165, -0.0846
Si, 7.7343, 0, 36.9145, 0.0371, 0.0354, -0.1287
Si, 1.9336, 3.3491, 36.9145, -0.075, -0.1114, 0.0811
Si, 5.8008, 3.3491, 36.9145, 0.2532, -0.0309, 0.2151
Si, 9.6679, 3.3491, 36.9145, -0.0962, -0.0427, -0.2759
Si, 0, 6.6981, 36.9145, 0.1303, -0.0531, -0.2344
Si, 3.8672, 6.6981, 36.9145, -0.1102, -0.0892, 0.29
Si, 7.7343, 6.6981, 36.9145, 0.1282, -0.2312, 0.124
Si, 1.9336, 10.0472, 36.9145, 0.1246, -0.1585, -0.2664
Si, 5.8008, 10.0472, 36.9145, -0.0639, 0.0038, 0.0418
Si, 9.6679, 10.0472, 36.9145, 0.1782, -0.1226, -0.2638
Si, 0, 0, 39.2827, 0.0016, 0.0159, 0.0175
Si, 3.8672, 0, 39.2827, -0.0396, -0.0781, 0.0001
Si, 7.7343, 0, 39.2827, 0.0176, 0.0096, 0.0151
Si, 1.9336, 3.3491, 39.2827, -0.0251, -0.0619, -0.0035
Si, 5.8008, 3.3491, 39.2827, 0.097, -0.0108, -0.0183
Si, 9.6679, 3.3491, 39.2827, -0.0488, -0.0301, -0.0009
Si, 0, 6.6981, 39.2827, 0.0381, -0.0099, -0.0088
Si, 3.8672, 6.6981, 39.2827, -0.0493, -0.0443, -0.0261
Si, 7.7343, 6.6981, 39.2827, 0.0672, -0.0713, -0.0303
Si, 1.9336, 10.0472, 39.2827, 0.0345, -0.0101, 0.0127
Si, 5.8008, 10.0472, 39.2827, 0.0044, 0.0329, 0.0128
Si, 9.6679, 10.0472, 39.2827, 0.0691, -0.0425, 0.0187
Si, 0, 2.2327, 40.072, 0.0019, 0.031, -0.0096
Si, 3.8672, 2.2327, 40.072, -0.0083, 0.0362, -0.0261
Si, 7.7343, 2.2327, 40.072, -0.0227, 0.0303, 0.0337
Si, 1.9336, 5.5818, 40.072, 0.0339, 0.0605, 0.012
Si, 5.8008, 5.5818, 40.072, -0.0132, 0.0315, 0.013
Si, 9.6679, 5.5818, 40.072, -0.0284, 0.0394, 0.0051
Si, 0, 8.9308, 40.072, -0.0062, -0.0292, -0.0158
Si, 3.8672, 8.9308, 40.072, -0.0102, -0.0253, -0.0149
Si, 7.7343, 8.9308, 40.072, -0.0076, -0.0254, -0.0301
Si, 1.9336, 12.2799, 40.072, 0.0187, 0.0046, 0.0003
Si, 5.8008, 12.2799, 40.072, -0.0051, -0.0207, -0.0058
Si, 9.6679, 12.2799, 40.072, -0.0103, -0.0012, -0.0418
Si, 1.3389, 5.1297, 24.3058, -0.0173, 0.0904, -0.1097
Si, 4.8704, 5.7313, 30.5904, 0.1443, 0.1596, 0.2071
Si, 2.8683, 3.5397, 22.2355, -0.0789, -0.0143, 0.006
Si, 2.0763, -1.1746, 32.8624, 0.0732, 0.1341, -0.0939
Si, 4.7712, 8.3024, 30.5715, 0.2363, -0.0215, -0.1735
Si, 9.9487, 4.9022, 30.5506, -0.1391, -0.0171, 0.0058
Si, 0.5414, 4.3006, 29.8623, 0.0375, 0.059, -0.2326
Si, 8.792, 0.4654, 24.738, -0.2285, 0.0961, -0.0038
Si, 9.7098, 5.4385, 32.8821, 0.0247, -0.0807, -0.0467
Si, 7.3721, 7.5103, 17.9522, 0.0404, -0.0198, 0.0981
Si, 9.04, 16.3242, 26.8058, 0.0708, -0.0138, 0.1771
Si, 14.6002, 9.6029, 26.1792, -0.1259, -0.0679, 0.0401
Si, -4.251, 8.775, 30.7165, -0.0897, -0.1177, 0.2821
Si, 3.871, 2.2052, 32.8225, 0.1312, -0.2204, 0.019
Si, 10.7486, 3.7275, 22.6978, 0.2224, 0.1101, -0.0391
Si, -2.3505, 7.2272, 26.3935, 0.1481, 0.0838, 0.0881
Si, 7.3489, 12.0906, 28.296, -0.0807, -0.0428, 0.0283
Si, 14.3967, -0.8814, 30.5578, -0.1593, 0.0822, -0.2387
Si, 0.5591, 7.9377, 25.2773, 0.0388, -0.131, -0.1387
Si, 4.0376, 8.7796, 32.8454, -0.1543, 0.1155, 0.1097
Si, 3.4122, 12.7056, 25.4047, -0.1004, -0.035, 0.0705
Si, 3.5673, 7.9362, 21.7042, -0.1966, -0.1921, 0.0471
Si, 5.9402, 12.2157, 33.0035, 0.0812, 0.3519, -0.1796
Si, 5.9401, 13.0433, 30.7442, -0.0464, -0.0894, 0.3751
Si, -0.0099, 2.0744, 30.5343, 0.2572, 0.0587, 0.3708
Si, 3.5423, 2.6236, 30.3751, -0.1527, 0.276, 0.2052
Si, 7.6507, 2.1745, 32.9631, 0.1731, -0.0409, 0.0839
Si, 2.0143, 5.4153, 33.0303, -0.1605, 0.0077, 0.1023
Si, 5.1217, 8.2088, 24.1737, -0.1133, -0.1876, 0.0299
Si, 11.6821, 8.8557, 33.1132, -0.0331, 0.0171, -0.4767
Si, -2.2077, 6.8098, 29.3386, -0.0594, -0.3836, 0.4091
Si, 6.6876, 3.47, 27.1651, -0.0072, 0.0809, -0.0236
Si, 5.697, 5.5313, 32.9147, 0.0894, -0.0294, -0.0678
Si, 1.729, 14.323, 29.4037, 0.3516, -0.2818, 0.3173
Si, 0.0096, 9.0266, 29.8513, 0.0282, -0.3524, 0.3285
Si, 9.7431, 12.1771, 32.9725, 0.0791, -0.1256, -0.2693
Si, 1.9853, 1.0417, 33.7273, 0.0537, 0.1022, -0.1743
Si, 5.7679, 1.0478, 33.7941, -0.1355, 0.1089, 0.0796
Si, 9.6563, 1.0547, 33.684, -0.0038, 0.0936, -0.0415
Si, 0.0238, 4.3652, 33.7394, -0.0326, -0.0683, 0.2365
Si, 3.903, 4.3428, 33.862, 0.0366, -0.0546, 0.0732
Si, 7.699, 4.4304, 33.6592, -0.0078, 0.0064, 0.0194
Si, 2.0536, 7.712, 33.6871, 0.0694, -0.0582, 0.0442
Si, 5.8278, 7.6916, 33.88, -0.03, -0.0318, -0.0575
Si, 9.7091, 7.7045, 33.7136, -0.0166, -0.1025, 0.1237
Si, 0.1175, 11.1355, 33.7285, 0.0488, 0.0069, 0.1274
Si, 3.9672, 11.0636, 33.6622, 0.0953, -0.1742, 0.0272
Si, 7.8318, 11.0562, 33.7837, -0.1267, -0.0423, 0.0495
Si, 1.9431, 1.1127, 36.1088, -0.0019, -0.0128, 0.01
Si, 5.7861, 1.1175, 36.1489, -0.0104, -0.002, -0.0392
Si, 9.6674, 1.1129, 36.0782, -0.0327, -0.0853, 0.0857
Si, 0.0015, 4.4561, 36.117, 0.0043, -0.0282, -0.0375
Si, 3.8773, 4.4493, 36.1916, 0.0049, -0.0633, -0.0621
Si, 7.7292, 4.4669, 36.0746, -0.053, 0.0189, -0.0288
Si, 1.9583, 7.7995, 36.0819, -0.0809, 0.062, 0.065
Si, 5.7991, 7.7985, 36.1984, 0.0344, 0.019, -0.0156
Si, 9.664, 7.7901, 36.0992, 0.0058, 0.0326, 0.0417
Si, 0.0215, 11.1752, 36.1016, -0.0451, -0.0144, 0.1406
Si, 3.8759, 11.1437, 36.0757, 0.0719, 0.0225, -0.0066
Si, 7.7374, 11.1548, 36.1394, 0.0673, 0.0251, 0.0223
Si, -0.0098, -0.0054, 5.0857, -0.0344, -0.062, 0.0321
Si, 3.8521, 0.0047, 5.139, -0.0005, 0.0202, -0.0275
Si, 7.7208, -0.0031, 5.0926, -0.0507, -0.052, -0.0588
Si, 1.9286, 3.3553, 5.0341, -0.0568, -0.0249, 0.073
Si, 5.8051, 3.356, 5.072, 0.1155, -0.0445, 0.0539
Si, 9.6656, 3.378, 5.0402, 0.0708, 0.0518, 0.0514
Si, -0.0059, 6.7275, 5.2242, -0.0231, 0.0442, -0.0903
Si, 3.8733, 6.7172, 5.1829, 0.0405, 0.0272, -0.0196
Si, 7.7288, 6.7077, 5.1902, -0.0238, 0.0289, -0.0291
Si, 1.9322, 10.071, 5.2517, 0.0394, 0.0723, -0.0704
Si, 5.7829, 10.0628, 5.2175, -0.0742, 0.0691, -0.0695
Si, 9.6785, 10.0437, 5.1112, 0.0526, -0.0078, -0.0761
Si, -0.1007, 0.0637, 7.4237, -0.1064, -0.0081, -0.0552
Si, 3.7512, 0.1318, 7.5059, 0.0146, 0.0737, 0.1314
Si, 7.6388, 0.0361, 7.4266, 0.0592, 0.0794, 0.089
Si, 1.9101, 3.4628, 7.3454, 0.0414, -0.0712, -0.0561
Si, 5.822, 3.4437, 7.4039, 0.0019, -0.0422, -0.0771
Si, 9.6584, 3.5301, 7.3529, 0.0388, 0.0966, -0.1803
Si, -0.033, 6.8746, 7.6679, 0.1024, -0.0462, 0.2536
Si, 3.8722, 6.8074, 7.5898, -0.0373, -0.0901, -0.1115
Si, 7.7043, 6.7994, 7.6038, -0.0729, 0.0017, 0.1229
Si, 1.9029, 10.2249, 7.7329, -0.0187, 0.0249, -0.0196
Si, 5.7018, 10.185, 7.6549, 0.0348, 0.065, 0.0739
Si, 9.6766, 10.0992, 7.4598, -0.0704, 0.0383, 0.1412
Si, -0.423, 2.1694, 10.2899, -0.0549, 0.0416, 0.0216
Si, 3.8508, 2.4021, 8.1225, -0.0133, 0.1337, 0.0706
Si, 11.5449, 2.3374, 8.0173, 0.0618, 0.0285, 0.0032
Si, 1.9255, 5.646, 8.2353, 0.0257, -0.0397, 0.0863
Si, 5.7876, 5.5909, 8.3679, 0.0626, -0.0353, -0.0088
Si, 6.2974, 2.1745, 18.5149, 0.0446, 0.0139, 0.1803
Si, -0.0231, 9.1611, 8.59, -0.0284, 0.0955, 0.044
Si, 3.7962, 9.0166, 8.5789, 0.0011, -0.0577, -0.0309
Si, 7.7063, 9.1007, 8.3025, 0.007, -0.0744, -0.0269
Si, 0.419, 7.1896, 14.4685, 0.012, 0.0964, -0.0302
Si, 5.6639, 12.5067, 8.4092, -0.0732, -0.0556, 0.0433
Si, 9.5524, 12.3167, 8.2247, 0.0279, -0.008, -0.1086
Si, -1.2184, 1.9031, 14.871, 0.2617, 0.3826, -0.0025
Si, 1.797, -0.8319, 8.4777, 0.0016, 0.0908, 0.0406
Si, 9.583, 8.1907, 11.6168, 0.0635, -0.0148, 0.1361
Si, 3.9529, 6.3231, 11.4949, -0.0903, 0.0117, 0.5123
Si, 7.643, 1.7425, 13.7425, 0.1316, 0.1308, -0.464
Si, 6.9844, 10.387, 14.4855, 0.0116, -0.2763, -0.0938
Si, -2.8481, 3.8903, 18.4399, 0.0069, -0.4075, -0.127
Si, 9.0798, 11.878, 10.5079, -0.2223, -0.1129, -0.0193
Si, 11.1746, 13.1042, 14.1064, -0.2027, -0.336, -0.4745
Si, 3.1759, 15.8385, 13.8221, -0.209, 0.0439, -0.3388
Si, 2.5252, 11.9716, 14.5042, 0.0719, -0.2801, -0.0544
Si, 4.4884, 10.6228, 20.3027, 0.0348, 0.1088, 0.1543
Si, 0.0539, 4.3376, 11.1836, -0.0306, -0.0198, 0.1491
Si, 7.8008, 2.3, 8.0447, -0.0529, 0.1186, -0.0592
Si, 8.6401, 2.2256, 10.2053, 0.1877, 0.1428, 0.1621
Si, -4.1186, 10.5974, 20.772, 0.06, 0.0213, -0.0233
Si, 7.7832, 4.0286, 11.5211, -0.1427, -0.4556, 0.0797
Si, 7.9478, 9.644, 10.5901, 0.1006, 0.2611, 0.0023
Si, 4.3045, 5.1721, 14.2969, -0.1846, 0.4386, -0.0325
Si, 1.9008, 9.3513, 12.5252, -0.4122, -0.281, -0.2234
Si, 9.6337, 5.6895, 8.431, -0.1796, -0.0296, 0.0295
Si, 5.6141, 4.7808, 10.6531, -0.1057, -0.2551, -0.1679
Si, 7.7508, 13.6998, 11.1837, 0.0305, 0.0613, 0.0447
Si, 6.647, 6.6951, 15.2675, 0.1248, 0.1924, 0.1473
O, 0.7143, 1.6301, 20.7118, -0.0346, 0.0466, 0.0326
O, -18.7516, 3.3214, 22.0169, 0.0681, -0.0289, 0.0225
O, 18.7546, -2.543, 27.2365, 0.0448, 0.0617, -0.0036
O, -6.6406, 28.8589, 17.5832, -0.1077, -0.0483, -0.1696
O, -30.7769, 11.9556, 21.1874, 0.0373, -0.1214, -0.0841
O, 24.8796, -10.2142, 13.8681, 0.4838, -0.3201, 0.1777
O, -26.0783, 1.82, 14.9876, -0.2329, -0.015, 0.1471
O, 9.9099, 4.4018, 17.3515, 0.0658, 0.0012, 0.0459
O, -27.2841, 30.0163, 13.0139, 0.0504, 0.0986, -0.0796
O, 10.5209, -5.5378, 14.697, 0.0336, -0.0473, 0.1914
O, 31.7428, -4.8007, 17.5892, 0.0281, 0.0541, 0.0098
O, 7.1843, 16.8824, 18.015, 0.0761, 0.0121, 0.0683
O, 3.4932, 28.5679, 15.2991, -0.0871, 0.1146, 0.0088
O, 19.3768, 25.4585, 21.4278, -0.0637, 0.045, 0.0002
O, 11.6459, 8.7344, 23.9623, -0.0193, 0.0576, -0.0505
O, 2.9821, 37.9719, 25.7804, 0.028, 0.0008, -0.039
O, -23.2397, 18.3262, 23.4425, -0.1323, -0.1051, -0.0189
O, -1.3337, 30.7877, 26.4604, -0.2987, -0.039, -0.1811
O, 12.8863, 8.0904, 13.418, 0.1869, 0.0485, 0.0307
O, -13.0985, -2.6088, 17.5253, 0.062, 0.0554, -0.1085
O, -5.2185, -8.4847, 26.4023, -0.0917, -0.1584, 0.0625
O, 21.9524, -1.4212, 21.911, -0.0692, -0.0364, 0.0157
O, -14.8626, 10.007, 30.2244, 0.0513, 0.2454, -0.2152
O, 8.9427, 0.4875, 23.085, -0.0676, -0.006, 0.1549
Si, -6.1788, -4.4106, 16.6122, -0.0523, -0.1723, -0.0409
Si, -1.23, -1.0648, 25.6356, 0.544, -0.0777, 0.0107
Si, 9.4984, 11.1411, 29.9678, -0.2271, -0.1625, 0.227
Si, -0.5569, 7.5707, 20.1081, -0.0272, -0.0314, 0.0539
Si, -0.0864, 9.6971, 11.1199, 0.2316, -0.1217, 0.08
Si, 11.1029, -1.3245, 11.7592, -0.1039, -0.1652, 0.0806
Si, -3.0698, 19.016, 20.0025, 0.0373, 0.2772, -0.1003
Si, 2.6276, 18.2492, 30.8348, -0.0266, -0.4062, -0.4031
Si, 28.9381, 3.5151, 29.5086, -0.3124, 0.0277, 0.2311
Si, 1.0349, 0.5842, 27.0769, 0.1374, 0.3136, 0.2898
Si, 0.0364, 2.1327, 32.925, -0.0531, -0.1184, -0.0168
Si, 8.9111, 14.2646, 18.8633, -0.1948, 0.2578, -0.0162
Si, -2.5261, 12.9717, 21.7312, 0.1388, -0.009, -0.0944
Si, 6.477, -3.3835, 23.4509, 0.0796, 0.2255, -0.0116
Si, -3.3975, -3.1875, 26.1455, -0.0863, -0.2936, -0.0643
Si, 23.4478, 3.6742, 26.7709, 0.3108, 0.1688, 0.6205
Si, 9.599, -7.7241, 10.881, 0.2581, 0.0911, -0.0655
Si, 4.6589, 12.5899, 22.5778, 0.0161, 0.0152, 0.0264
Si, 0.3623, 4.0705, 13.4393, -0.0217, 0.34, -0.936
Si, 0.6728, 9.0144, 22.4943, -0.0709, -0.1029, 0.1011
Si, 11.3848, 17.0337, 17.2207, -0.0953, 0.1824, 0.1307
Si, 12.2453, -10.1831, 20.2622, 0.204, 0.0086, 0.0932
Si, 2.2154, 18.39, 10.4824, 0.1824, -0.2473, -0.3455
Si, 6.9125, 19.2099, 25.1446, 0.1903, 0.1825, -0.1283
Si, 3.7885, 3.1136, 10.367, -0.0355, 0.155, 0.0534
Si, 11.6758, 25.2937, 22.846, 0.115, -0.0179, -0.1171
Si, 12.7657, 13.5764, 10.7003, 0.0884, 0.2377, -0.0021
Si, 3.2358, 9.9948, 18.4055, -0.1314, -0.0841, -0.1978
Si, 7.7166, 8.7945, 33.0497, 0.1007, 0.0578, 0.011
Si, -6.0616, -0.3313, 14.6057, 0.305, -0.0984, 0.3963
Si, 6.2004, 27.3741, 26.2414, -0.0462, -0.1187, 0.0196
Si, -8.2108, 1.1194, 11.6818, -0.1558, 0.3225, -0.1815
Si, -1.0827, 12.2473, 16.9171, -0.1504, -0.0388, 0.2496
Si, 17.1807, 15.5883, 21.6492, -0.1574, 0.1122, -0.1823
Si, -4.3866, -11.4996, 30.6537, -0.3594, 0.1112, -0.0027
Si, -7.4609, 14.4379, 16.6138, 0.2195, 0.1615, 0.1778
Si, -6.1514, 13.0512, 10.829, -0.0106, -0.2675, 0.0923
Si, 9.0909, 8.2733, 13.9588, 0.0663, -0.134, -0.7593
Si, 3.8401, 8.6779, 11.0508, 0.1462, 0.1017, -0.0211
Si, -2.096, 22.9942, 18.4498, -0.0122, -0.2636, 0.0894
Si, -5.8167, 9.9576, 11.697, 0.3946, -0.1511, 0.2494
Si, 9.373, 2.5363, 29.877, 0.1643, 0.1063, -0.1
Si, 12.5185, 28.2001, 22.3315, 0.1897, 0.1329, -0.1153
Si, -9.5729, -7.6148, 16.4845, -0.075, 0.1623, 0.0436
Si, -3.9174, 4.139, 22.6457, 0.0702, 0.0347, -0.223
Si, -9.2812, 20.5004, 19.2423, -0.0109, -0.1185, -0.0539
Si, 2.0499, 12.3435, 16.8567, 0.0418, -0.0438, 0.55
Si, 14.668, 9.5059, 29.2473, 0.2765, -0.2618, 0.3782
O, -7.6611, -4.6028, 25.1408, 0.1331, 0.0182, -0.1264
O, 13.8623, 27.0839, 26.0216, -0.0516, -0.0843, -0.1586
O, -1.8451, -1.3487, 31.2907, -0.0242, 0.1556, 0.2772
O, 0.449, 15.4662, 26.794, -0.0034, 0.021, -0.2299
O, -8.6425, 11.0578, 29.7766, -0.0244, 0.2019, 0.0945
O, -8.3075, 18.6979, 15.5773, 0.105, -0.0438, -0.0428
O, -15.6257, 37.092, 24.6457, -0.0433, 0.0325, -0.0413
O, -2.3995, 17.2167, 23.1185, -0.0527, -0.032, 0.0931
O, 8.8987, -1.263, 28.8175, 0.0676, 0.1574, -0.089
O, 5.9227, 2.1921, 26.38, 0.1095, 0.0938, -0.0368
O, -0.4269, -31.731, 21.4545, -0.0537, 0.0229, 0.0295
O, -5.6388, 33.9174, 25.0568, -0.0316, 0.005, -0.0027
O, -5.6348, 8.3477, 18.0194, 0.0497, 0.0186, -0.0966
O, -9.2756, 2.0926, 22.7853, -0.0726, -0.1134, 0.0663
O, 22.2903, 21.2059, 29.2817, 0.1377, 0.2601, -0.0986
O, 2.0449, -22.8947, 20.842, -0.0579, -0.0457, -0.049
O, 23.2449, -4.5053, 31.4559, 0.0214, 0.0237, 0.0574
O, 2.6372, 6.1523, 17.9596, 0.0076, -0.0174, -0.03
O, -5.2565, 25.3341, 29.574, 0.0215, 0.0127, -0.0408
O, 7.301, 27.6574, 18.5129, 0.0242, 0.0181, -0.0448
O, -5.7195, 5.3948, 14.691, 0.0057, -0.2182, -0.0705
O, -2.5368, 6.4204, 27.7958, -0.058, -0.0024, -0.3199
O, -5.8649, 15.6848, 20.0352, 0.0292, -0.0119, 0.0376
O, 6.0866, 10.732, 19.9337, -0.0151, 0.0061, 0.0073
O, 11.9136, 5.6531, 13.9146, -0.0352, -0.1386, 0.2927
O, 47.9428, -17.9114, 29.2993, -0.0353, 0.0998, -0.0972
O, 29.6281, 10.1015, 15.9945, 0.0167, 0.1338, -0.0151
O, -1.9877, 11.0095, 26.225, 0.0664, 0.1359, 0.0517
O, 2.3548, 8.6879, 18.8501, 0.11, 0.1902, -0.0314
O, 16.8565, -0.0946, 16.1994, 0.0252, -0.1198, -0.1865
O, 15.0165, 6.8801, 20.451, 0.0336, 0.0963, 0.0249
O, 9.2944, 27.2402, 20.3843, -0.0226, -0.0398, 0.0697
O, 28.0195, -0.259, 26.1192, 0.095, 0.0585, -0.0348
O, -15.1733, 7.4561, 29.9875, -0.294, 0.0625, 0.0383
O, -14.6924, 8.67, 26.5495, -0.073, 0.14, 0.0116
O, 12.8759, 4.2275, 25.6492, 0.001, -0.0081, -0.0834
O, -7.3029, 36.1113, 21.2781, 0.0127, 0.0657, -0.0144
O, 19.4614, -6.1875, 14.2881, -0.0879, -0.0929, 0.1864
O, -13.3078, 6.4519, 20.3459, -0.0295, -0.0345, -0.0201
O, -4.7415, 4.9217, 23.7915, -0.1086, -0.063, 0.0732
O, -6.333, 14.0698, 22.1732, 0.0615, -0.1207, 0.0734
O, 11.1201, 2.2915, 16.3159, -0.0769, -0.178, -0.1545
O, -0.7019, 10.454, 29.476, -0.0072, 0.1538, -0.1872
O, 16.068, 7.3488, 22.9219, 0.0809, 0.0315, 0.0869
O, -5.4651, -12.2671, 14.0849, -0.0201, 0.037, -0.0271
O, -4.6406, 16.1107, 22.3356, 0.0826, -0.0111, 0.0634
O, -15.8951, -3.8002, 22.0673, -0.0662, 0.0371, -0.0037
O, -3.8379, 31.8831, 21.3279, -0.0825, -0.0617, 0.1114
O, 7.5206, 6.7518, 19.3623, 0.0438, -0.0488, 0.0282
O, 20.6871, 28.6532, 25.5495, -0.0199, 0.0804, -0.1659
O, -8.684, 13.667, 17.3704, -0.1827, -0.1219, -0.1602
O, -3.3012, 14.0142, 12.7456, -0.1004, -0.016, 0.1234
O, -15.881, 6.4102, 16.739, -0.0456, 0.0195, -0.0678
O, -10.3453, -0.402, 14.153, 0.0456, 0.1715, -0.02
O, 12.5017, 4.5996, 16.5251, -0.0364, -0.0943, -0.0784
O, -24.4714, 12.2306, 15.2781, 0.0753, 0.0241, -0.0204
O, -34.1489, 4.377, 28.1948, -0.1149, -0.1672, -0.2931
O, -12.5521, -10.1849, 13.9021, -0.1864, -0.1095, 0.4085
O, 12.0786, 30.1303, 18.6726, -0.0435, -0.058, -0.0941
O, 17.2796, 11.441, 23.1789, 0.0477, -0.0059, 0.0199
O, -7.3572, 3.6884, 13.6334, -0.0734, -0.3261, 0.0952
O, -9.5296, 8.2453, 22.2631, 0.1372, 0.0287, -0.0047
O, -2.9306, 10.1582, 19.7453, -0.0579, 0.0475, 0.0999
O, 24.6759, -6.7211, 24.7848, 0.0287, -0.0263, 0.0185
O, -8.9915, 4.705, 23.3607, 0.0069, -0.0242, 0.0395
O, 6.9827, 26.9218, 27.6093, 0.1098, -0.0097, -0.0265
O, 4.3034, -0.138, 30.5475, -0.0241, -0.1705, 0.1204
O, -11.8157, -0.4548, 26.8007, -0.1633, -0.1899, -0.1951
O, -14.7391, 6.3397, 25.2814, -0.1124, -0.1539, -0.0514
O, 9.4026, 2.4285, 18.8636, 0.0172, 0.054, -0.0278
O, -0.2763, 11.7624, 24.4184, -0.1337, 0.1292, 0.1828
O, 8.524, 23.1888, 14.3648, -0.0069, 0.1202, 0.1668
O, 3.9893, -3.7639, 16.9744, 0.0547, -0.0048, -0.0545
O, 0.4663, 26.0947, 17.0766, 0.1823, 0.0247, 0.0336
O, -12.2285, 3.8925, 21.0706, -0.0493, -0.0359, 0.0099
O, 10.8376, 20.8146, 26.0668, -0.049, 0.0038, 0.0654
O, -6.1784, 21.1826, 15.4928, -0.0272, 0.0478, 0.0168
O, 0.8138, -6.6332, 19.7589, -0.0637, -0.0215, -0.028
O, -10.6671, -16.1782, 22.3451, 0.0328, 0.1168, -0.0335
O, 6.7563, -14.7934, 14.331, -0.0403, 0.196, -0.0759
O, 27.0531, 33.0715, 13.177, 0.0961, -0.1272, -0.0735
O, 9.4868, 15.6347, 28.2382, -0.1495, 0.041, -0.1966
O, -32.5803, 11.1788, 17.9899, -0.0775, 0.0974, -0.056
O, -10.6415, 26.6368, 22.6519, -0.0285, -0.0661, 0.0757
O, -5.4943, 9.6515, 13.3121, -0.2055, 0.1352, -0.153
O, 26.7755, 12.841, 23.7829, 0.0005, 0.0023, -0.038
O, 3.5747, -3.9363, 27.6966, 0.0334, 0.0577, -0.1342
O, -20.9214, -2.832, 13.6363, 0.0908, 0.2387, -0.025
O, -17.8357, -1.8411, 11.5959, -0.1993, 0.143, -0.1944
O, -24.0708, -4.7544, 18.9256, -0.0347, 0.0828, -0.0888
O, -0.2633, 15.6445, 23.1156, -0.1018, -0.0899, 0.1205
O, -27.6228, -13.2258, 24.9934, -0.0305, 0.0385, -0.0303
O, 1.4972, 8.9437, 26.1531, -0.0094, 0.0669, 0.0304
O, -7.555, -14.231, 14.0553, -0.2519, -0.1278, -0.1698
O, 9.6223, 40.1345, 17.736, 0.0902, -0.08, -0.1527
O, 12.8656, 7.1096, 15.8768, -0.0071, -0.041, -0.0121

Results
free energy: -220804.892 eV
free energy less fixed offsets of O -568.88, Si -635.61 eV per atom: 7.108 eV

The program warned: the cutoff lies below the one the program advises for these potential files; the exchange-correlation potential is rough where the density is thin.
